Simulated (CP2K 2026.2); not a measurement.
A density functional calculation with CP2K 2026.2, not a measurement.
Periodic cell of 504 atoms, Si360O144, from a study of silicon, its oxide and their interface. The atomic structure is a simulated model.
Doubt: the forces sum to 2.55 eV/angstrom along one axis rather than to zero, so they err by at least 0.0051 eV/angstrom per atom on average; the grid cutoff is modest.

Settings: functional PBE; method Gaussian and plane waves; basis set DZVP-MOLOPT-SR-GTH; pseudopotentials GTH-PBE; grid cutoff 350 Ry, relative cutoff 50 Ry; k points Gamma only; occupations fixed; spin none; net charge 0.

Cell vectors (angstrom)
a 16.32 0 0
b 0 16.32 0
c 0.1921 8.0732 34.2351

Atoms and the computed forces on them: element, x, y, z (angstrom), force x, y, z (eV/angstrom)
Si 1.563 14.834 0.071 -0.247 0.085 -0.301
Si 4.201 1.324 0.125 0.047 0.113 -0.34
Si 1.183 12.438 34.018 -0.023 -0.218 -0.266
Si 4.296 6.549 0.069 0.007 0.043 -0.249
Si 1.225 9.72 0.091 -0.003 0.047 -0.301
Si 3.813 12.554 0.082 0.246 -0.204 -0.495
Si 6.465 15.301 0.069 0.1 -0.033 -0.61
Si 9.851 1.076 0.169 -0.117 0.063 -0.422
Si 6.594 4.445 0.037 0.079 -0.15 -0.149
Si 9.416 6.977 0.121 0.02 0.088 -0.139
Si 7.182 9.105 0.228 -0.159 0.089 -0.371
Si 9.941 19.975 34.232 -0.108 0.132 -0.296
Si 12.229 23.206 34.229 0.103 -0.149 -0.426
Si 14.568 1.542 0.327 -0.009 0.007 -0.111
Si 12.507 3.884 0.091 -0.002 -0.001 -0.34
Si 15.137 6.68 0.141 -0.089 0.02 -0.233
Si 12.049 9.746 0.106 0.049 0.016 -0.235
Si 15.28 11.899 0.184 -0.063 0.041 -0.39
Si 2.666 16.424 1.411 -0.006 -0.177 -0.087
Si 5.445 2.839 1.4 0.14 0.065 -0.252
Si 2.668 5.363 1.277 -0.032 0.049 -0.199
Si 5.469 8.073 1.464 0.069 -0.022 -0.23
Si 2.772 10.886 1.407 -0.042 0.184 -0.112
Si 5.453 13.637 1.382 -0.163 -0.025 -0.056
Si 8.168 16.307 1.381 -0.005 -0.018 -0.032
Si 10.911 2.737 1.43 0.116 -0.05 -0.067
Si 8.182 5.465 1.447 -0.032 0.014 -0.219
Si 10.919 8.185 1.477 -0.065 -0.002 -0.274
Si 8.215 10.825 1.439 0.027 -0.045 -0.151
Si 10.869 13.546 1.331 -0.001 -0.052 -0.261
Si 13.456 16.26 1.557 -0.063 0.064 -0.179
Si 16.297 2.771 1.338 -0.064 0.106 -0.293
Si 13.607 5.46 1.463 0.083 -0.04 -0.17
Si 0.044 8.183 1.451 -0.033 0.015 -0.178
Si 13.632 10.846 1.476 -0.063 -0.011 -0.155
Si 16.322 13.623 1.405 0.107 0.01 -0.158
Si 1.304 1.424 2.764 -0.024 -0.005 0.017
Si 4.017 4.085 2.771 -0.023 0.03 0.064
Si 1.417 6.786 2.748 -0.022 -0.052 0.036
Si 4.13 9.517 2.76 -0.045 -0.01 0.059
Si 1.385 12.26 2.797 0.049 0.03 0.126
Si 4.075 15.012 2.763 -0.017 0.054 0.194
Si 6.833 1.429 2.738 -0.07 -0.097 0.092
Si 9.521 4.073 2.782 0.011 -0.001 0.064
Si 6.816 6.767 2.867 -0.016 -0.035 0.178
Si 9.555 9.526 2.866 0.076 0.019 0.164
Si 6.807 12.229 2.733 -0.002 0.015 -0.021
Si 9.48 14.886 2.75 0.087 0.072 0.019
Si 12.175 1.366 2.887 -0.09 -0.067 0.222
Si 14.985 4.096 2.816 0.037 0.091 0.064
Si 12.247 6.801 2.821 -0.024 -0.022 0.065
Si 14.958 9.478 2.84 0.022 -0.028 0.136
Si 12.265 12.269 2.779 0.023 0 0.057
Si 14.936 14.943 2.795 0.093 -0.059 0.075
Si 16.298 16.34 4.133 -0.024 -0.01 0.041
Si 2.695 2.719 4.165 0.04 0.028 0.018
Si 0.038 5.468 4.178 -0.047 -0.099 -0.107
Si 2.755 8.163 4.139 0.008 -0.044 -0.008
Si 16.328 10.882 4.176 0.023 0.06 -0.1
Si 2.739 13.635 4.184 -0.029 -0.032 -0.21
Si 5.46 16.372 4.138 -0.025 -0.062 -0.161
Si 8.17 2.732 4.176 -0.016 -0.038 -0.037
Si 5.397 5.419 4.186 0.064 0.055 -0.072
Si 8.171 8.161 4.222 -0.03 0.024 -0.092
Si 5.46 10.889 4.136 -0.027 -0.015 0.051
Si 8.138 13.564 4.157 0.06 0.033 0.012
Si 10.809 16.274 4.184 -0.01 0.123 -0.059
Si 13.609 2.725 4.202 0.032 -0.05 -0.111
Si 10.873 5.437 4.17 0.015 0.013 -0.016
Si 13.603 8.135 4.216 0.066 0.024 -0.013
Si 10.922 10.911 4.199 -0.044 -0.087 -0.079
Si 13.608 13.597 4.191 -0.069 0.016 0.016
Si 1.352 14.968 16.534 -0.015 0.014 0.031
Si 4.076 17.672 16.528 0.018 -0.015 0.03
Si 1.33 4.055 16.526 0.019 0.014 0.041
Si 4.079 6.787 16.52 0.013 -0.034 0.024
Si 1.354 9.506 16.499 0.04 -0.018 -0.005
Si 4.102 12.266 16.496 -0.02 -0.009 0.001
Si 6.824 15.012 16.557 -0.04 -0.001 0.049
Si 9.508 17.695 16.599 0.007 0.017 0.062
Si 6.81 4.07 16.548 -0.004 -0.004 0.035
Si 9.546 6.805 16.533 -0.014 0.03 0.052
Si 6.818 9.5 16.518 0.023 0.011 0.016
Si 9.572 12.284 16.511 -0.012 -0.074 -0.001
Si 12.229 14.963 16.562 0.043 0.027 0.032
Si 14.95 17.696 16.574 -0.04 -0.029 0.049
Si 12.222 4.058 16.602 -0.002 0.02 0.077
Si 14.936 6.795 16.517 -0.004 0.037 0.035
Si 12.264 9.537 16.533 0.019 -0.03 0.041
Si 14.958 12.263 16.519 -0.009 0.019 0.028
Si 2.683 16.35 17.911 0.079 -0.055 0.015
Si 5.466 18.988 17.904 -0.065 0.066 0.089
Si 2.685 5.427 17.865 -0.021 0.003 0.112
Si 5.466 8.118 17.897 -0.041 0.03 -0.03
Si 2.764 10.853 17.819 -0.037 0.016 -0.023
Si 5.43 13.653 17.877 0.031 -0.028 0.052
Si 8.164 16.349 18.013 -0.019 0.02 -0.026
Si 10.832 19.049 18.023 0.018 -0.035 0.107
Si 8.172 5.458 17.903 0.019 -0.047 -0.025
Si 10.941 8.142 17.903 -0.049 0.058 0.074
Si 8.228 10.882 17.814 0.05 0.089 0.078
Si 10.876 13.629 17.973 0.004 -0.016 -0.001
Si 13.584 16.321 17.933 -0.007 0.005 0.139
Si 16.312 19.046 17.969 0.023 0.003 -0.041
Si 13.628 5.421 17.935 -0.05 0.07 -0.042
Si 16.269 8.186 17.871 0.019 -0.097 0.102
Si 13.589 10.942 17.909 0.053 -0.055 0.017
Si 16.332 13.589 17.905 -0.041 0.023 0.062
Si 1.343 17.678 19.348 0 0.004 -0.059
Si 4.054 20.346 19.202 -0.053 -0.063 -0.196
Si 1.268 6.773 19.226 -0.017 -0.001 -0.098
Si 4.102 9.507 19.207 -0.045 -0.015 -0.01
Si 1.413 12.174 19.195 0.023 -0.038 -0.116
Si 4.041 14.997 19.276 0.022 0.05 -0.094
Si 6.797 17.711 19.414 -0.093 -0.013 0.109
Si 9.46 20.489 19.389 0.028 -0.019 0.031
Si 6.822 6.773 19.297 0.001 0.045 0.007
Si 9.597 9.56 19.227 0.031 0.027 -0.094
Si 6.869 12.269 19.133 0.024 -0.12 -0.249
Si 9.511 14.962 19.389 0.039 0.067 -0.011
Si 12.196 17.622 19.375 0.008 -0.112 -0.088
Si 14.968 20.413 19.356 0 -0.006 -0.009
Si 12.298 6.783 19.315 0.027 0.026 -0.096
Si 14.966 9.603 19.271 0.021 0.039 -0.095
Si 12.254 12.279 19.342 0.023 0.008 -0.044
Si 14.98 14.964 19.3 0.015 0.066 -0.087
Si 16.351 16.289 20.731 -0.126 -0.066 0.242
Si 2.723 19.047 20.671 0.082 0.027 0.167
Si 16.297 5.454 20.768 0.088 0.192 0.236
Si 2.64 8.18 20.496 0.009 0.011 0.259
Si 16.413 10.893 20.648 -0.026 -0.08 0.266
Si 2.737 13.516 20.555 0.048 0.011 0.239
Si 5.354 16.314 20.744 0.047 0.088 0.165
Si 8.058 19.197 20.848 -0.17 0.035 0.179
Si 5.379 5.37 20.556 0.013 0.001 0.226
Si 8.234 8.196 20.563 0.009 0.066 0.189
Si 5.568 10.869 20.437 -0.008 0.01 0.267
Si 8.104 13.564 20.648 -0.045 -0.022 0.204
Si 10.835 16.26 20.868 0.127 0.086 0.078
Si 13.614 19.009 20.671 -0.036 -0.109 0.08
Si 10.929 5.486 20.745 -0.026 -0.023 0.264
Si 13.628 8.241 20.625 -0.007 -0.025 0.197
Si 10.923 10.907 20.709 -0.117 -0.07 0.167
Si 13.643 13.613 20.707 0.028 0.016 0.212
Si 1.206 14.612 21.949 0.016 -0.036 0.22
Si 4.163 17.867 22.143 -0.037 -0.126 0.092
Si 1.669 20.658 22.024 0.006 0.033 0.344
Si 3.784 6.585 21.719 -0.061 0.128 0.233
Si 1.22 9.294 22.029 0.075 -0.015 0.155
Si 4.406 12.363 21.77 -0.024 -0.133 0.229
Si 6.462 14.632 21.977 -0.105 0.043 0.301
Si 9.69 17.999 22.037 -0.081 -0.066 0.344
Si 6.242 20.265 22.243 0.02 0.231 0.041
Si 9.833 7.217 21.972 -0.107 -0.118 0.158
Si 7.073 9.748 21.881 -0.066 -0.16 0.219
Si 9.236 11.981 21.975 0.076 -0.044 0.361
Si 12.533 15.109 22.186 0.044 -0.084 0.321
Si 14.717 17.441 22.04 0.193 0.119 0.208
Si 12.043 20.099 22.012 0.029 0.247 0.33
Si 15.2 7.187 22.009 -0.108 -0.043 0.18
Si 12.13 9.371 22.072 0.027 0.009 0.217
Si 15.291 12.477 21.972 0.052 -0.022 0.173
Si 5.335 8.238 24.032 0.083 -0.166 0.116
Si 7.335 15.042 24.932 -0.07 -0.102 0.61
Si 9.675 6.384 24.769 -0.063 0.008 0.609
Si 12.271 21.203 24.867 -0.242 -0.134 0.525
Si 10.429 13.35 29.117 -0.123 0.095 -0.428
Si 7.542 12.763 28.805 0.037 0.151 -0.146
Si 11.353 18.744 26.554 0.059 -0.125 0.375
Si 3.209 21.303 26.705 0.16 0.041 0.418
Si 15.327 17.817 29.99 0.184 0.151 -0.437
Si 11.473 13.837 32.048 -0.138 -0.1 -0.32
Si 0.552 11.517 31.131 -0.043 0.072 -0.662
Si 15.925 17.788 24.929 -0.23 -0.052 0.678
Si 13.63 16.117 32.057 0.136 0.225 -0.375
Si 0.741 20.457 24.924 0.016 0.178 0.526
Si 9.196 19.153 28.684 -0.058 0.007 -0.157
Si 15.491 10.683 26.872 0.181 0.03 0.392
Si 4.744 9.61 31.436 -0.02 0.042 -0.588
Si 12.237 13.651 25.102 0.014 0.144 0.632
Si 2.695 10.21 29.137 -0.032 -0.159 -0.264
Si 3.243 16.468 32.075 -0.044 0.049 -0.388
Si 12.757 10.034 30.4 0.03 0.063 -0.583
Si 8.752 7.17 29.993 -0.029 0.085 -0.335
Si 14.814 6.296 24.851 0.177 0.053 0.605
Si 7.338 11.427 31.394 -0.152 0.07 -0.576
Si 15.223 8.927 31.813 -0.031 -0.05 -0.639
Si 12.945 14.575 27.949 -0.035 -0.014 0.022
Si 14.07 17.38 27.287 -0.013 -0.004 0.187
Si 6.692 17.308 28.96 -0.019 0.126 -0.222
Si 3.985 19.031 28.773 -0.041 -0.06 -0.103
Si 9.8 20.739 31.261 0.012 0.114 -0.589
Si 2.384 16.293 24.272 0.112 -0.014 0.406
Si 8.921 17.64 25.061 0.169 0.195 0.666
Si 12.577 22.067 31.23 -0.193 0.112 -0.521
Si 2.694 14.869 27.038 -0.024 -0.243 0.43
Si 8.054 20.429 26.259 -0.121 0.005 0.507
Si 14.581 12.394 29.376 0.046 -0.042 -0.234
Si 3.271 10.423 24.104 -0.096 0.207 0.271
Si 9.994 7.92 27.323 0.122 0.051 0.26
Si 1.961 7.163 28.589 -0.01 0.05 -0.27
Si 9.507 11.066 27.452 0.071 -0.113 0.064
Si 4.952 20.384 31.237 -0.057 0.041 -0.449
Si 2.115 11.824 26.603 -0.197 0.135 0.457
Si 13.678 11.021 24.309 0.056 -0.121 0.317
Si 1.93 16.672 29.355 -0.034 0.239 -0.444
Si 0.825 23.02 31.32 0.014 -0.182 -0.455
Si 15.433 7.703 27.463 0.013 0.068 0.261
Si 12.618 7.628 28.711 0.134 0.057 -0.246
Si 15.18 20.632 31.487 0.06 -0.054 -0.575
Si 9.813 9.787 31.42 0.166 -0.238 -0.562
Si 6.053 17.86 31.678 0.252 -0.07 -0.578
Si 5.761 21.851 25.054 -0.094 -0.2 0.7
Si 9.493 12.83 24.981 -0.141 -0.046 0.579
Si 5.724 14.757 27.354 -0.083 -0.002 0.222
Si 6.1 23.236 31.294 0.161 0.026 -0.478
Si 1.35 14.993 5.528 0.042 -0.043 -0.027
Si 4.079 1.372 5.535 0.001 -0.012 -0.057
Si 1.365 4.086 5.558 -0.002 0.034 -0.054
Si 4.078 6.809 5.556 0.041 0.036 -0.025
Si 1.381 9.515 5.53 -0.027 -0.004 -0.047
Si 4.1 12.245 5.529 -0.028 0.044 -0.036
Si 6.795 14.971 5.518 -0.015 0.019 -0.078
Si 9.497 1.351 5.559 -0.03 -0.059 -0.014
Si 6.786 4.075 5.547 -0.038 -0.031 -0.021
Si 9.531 6.792 5.571 -0.023 -0.003 -0.019
Si 6.796 9.539 5.553 0.049 -0.018 -0.019
Si 9.52 12.243 5.556 0.012 -0.002 -0.049
Si 12.225 14.957 5.549 0.025 -0.002 -0.045
Si 14.962 1.354 5.556 -0.021 0.031 -0.021
Si 12.24 4.09 5.556 -0.009 -0.003 -0.041
Si 14.983 6.796 5.571 -0.008 -0.004 -0.028
Si 12.257 9.525 5.57 -0.001 0.028 -0.027
Si 14.969 12.238 5.56 0.004 -0.034 -0.046
Si 2.72 16.331 6.91 -0.005 -0.005 0.007
Si 5.433 2.719 6.925 0.015 0 0.01
Si 2.722 5.447 6.928 -0.005 -0.007 0.028
Si 5.441 8.17 6.924 -0.018 0 0.001
Si 2.735 10.884 6.905 0.016 -0.005 -0.009
Si 5.446 13.612 6.907 0.003 -0.023 0.01
Si 8.141 16.315 6.924 0.004 0.038 0.023
Si 10.874 2.717 6.916 0.024 -0.021 -0.009
Si 8.151 5.435 6.923 0 0.038 0
Si 10.888 8.164 6.936 -0.006 0.002 -0.005
Si 8.161 10.886 6.929 0 -0.012 0.012
Si 10.875 13.603 6.93 -0.01 0.007 0.009
Si 13.591 16.319 6.919 -0.007 0.012 0.002
Si 16.322 2.722 6.922 0.004 -0.016 0.017
Si 13.606 5.441 6.932 0.019 -0.014 -0.002
Si 16.34 8.168 6.927 -0.005 0.003 -0.001
Si 13.614 10.883 6.939 0.016 -0.016 0.014
Si 16.328 13.616 6.912 -0.021 0.02 0.001
Si 1.363 17.685 8.294 0.01 0.018 0.006
Si 4.08 4.084 8.3 0.015 0.025 0.001
Si 1.366 6.803 8.305 -0.003 -0.006 -0.001
Si 4.083 9.529 8.297 0.006 -0.005 0.003
Si 1.372 12.249 8.28 -0.001 -0.008 -0.008
Si 4.079 14.965 8.284 -0.007 -0.004 -0.005
Si 6.79 17.678 8.298 -0.03 -0.044 0.007
Si 9.516 4.076 8.292 -0.018 -0.005 -0.002
Si 6.8 6.806 8.296 0.006 0.008 -0.003
Si 9.52 9.524 8.302 -0.007 -0.009 0.001
Si 6.801 12.254 8.293 0.019 0.014 0.007
Si 9.513 14.966 8.296 0.019 0.008 0.003
Si 12.236 17.683 8.292 0.007 0.006 0.006
Si 14.962 4.077 8.301 -0.02 -0.008 0
Si 12.247 6.802 8.304 0.013 0.016 0.003
Si 14.977 9.523 8.303 0.001 0.019 0.007
Si 12.241 12.244 8.301 -0.009 -0.016 -0.001
Si 14.959 14.965 8.29 -0.001 -0.01 0.007
Si 16.318 16.326 9.666 -0.001 -0.003 0.002
Si 2.719 2.724 9.672 -0.009 -0.01 -0.001
Si 16.32 5.44 9.672 0.003 0.01 -0.002
Si 2.727 8.166 9.673 0.001 0.006 0
Si 16.335 10.892 9.666 -0.007 -0.004 -0.004
Si 2.725 13.606 9.664 0.006 -0.007 -0.003
Si 5.433 16.32 9.671 0.005 0.016 -0.001
Si 8.157 2.718 9.667 0.013 0.005 0.001
Si 5.443 5.444 9.671 -0.004 0.004 0
Si 8.161 8.162 9.673 0.004 -0.003 0.005
Si 5.445 10.889 9.669 -0.013 -0.005 -0.002
Si 8.16 13.608 9.673 -0.003 -0.009 -0.002
Si 10.876 16.326 9.666 -0.006 -0.002 0
Si 13.596 2.719 9.669 0.011 0.004 0.007
Si 10.879 5.438 9.667 0.001 0.001 0.003
Si 13.61 8.163 9.672 -0.001 -0.007 0.005
Si 10.882 10.885 9.674 0.007 0.003 -0.001
Si 13.601 13.609 9.669 0.004 0.002 0.004
Si 1.36 14.966 11.038 -0.002 -0.004 -0.004
Si 4.078 17.684 11.045 -0.006 -0.006 0.001
Si 1.355 4.077 11.047 0.011 0.007 0
Si 4.084 6.802 11.047 0.001 0.002 -0.002
Si 1.367 9.527 11.044 0.008 -0.001 -0.003
Si 4.085 12.248 11.043 0.006 -0.005 -0.005
Si 6.801 14.968 11.046 0.001 -0.008 0.004
Si 9.521 17.686 11.043 -0.005 -0.002 0.004
Si 6.803 4.081 11.043 0.001 0.006 -0.003
Si 9.522 6.798 11.044 -0.004 0.015 -0.003
Si 6.806 9.528 11.048 -0.004 0 -0.004
Si 9.525 12.252 11.045 -0.009 -0.005 0.002
Si 12.239 14.971 11.041 0.001 -0.003 0.005
Si 14.954 17.682 11.044 -0.003 0.008 0.002
Si 12.236 4.078 11.043 0.001 0.004 0.001
Si 14.961 6.798 11.047 -0.002 -0.002 0.004
Si 12.245 9.521 11.043 0.008 0.001 0.003
Si 14.968 12.251 11.036 -0.001 -0.011 -0.004
Si 2.717 16.325 12.416 0.002 0.012 -0.005
Si 5.442 19.042 12.416 0.002 -0.003 -0.002
Si 2.722 5.435 12.414 -0.01 0.009 -0.006
Si 5.449 8.159 12.42 -0.005 0.005 -0.001
Si 2.725 10.889 12.417 0.008 -0.009 -0.007
Si 5.448 13.605 12.42 -0.016 -0.003 -0.003
Si 8.161 16.332 12.417 0.006 -0.005 -0.003
Si 10.882 19.038 12.424 -0.004 0.013 0.009
Si 8.17 5.431 12.42 -0.014 0.004 0.002
Si 10.884 8.158 12.416 -0.004 -0.016 0.002
Si 8.171 10.891 12.42 0.017 0.01 -0.005
Si 10.881 13.617 12.42 0.004 -0.009 0.002
Si 13.59 16.332 12.423 0.012 -0.014 0.004
Si 16.309 19.041 12.423 0.002 -0.005 0.004
Si 13.595 5.438 12.417 0.009 0.001 -0.002
Si 16.324 8.16 12.413 -0.005 0.016 -0.003
Si 13.608 10.889 12.405 -0.002 0.011 -0.009
Si 16.315 13.616 12.417 0.008 -0.017 0.004
Si 1.351 17.678 13.793 0.011 -0.013 0.001
Si 4.078 4.075 13.79 0.003 0.011 -0.006
Si 1.355 6.788 13.783 0.039 -0.013 -0.007
Si 4.088 9.525 13.786 -0.012 0.007 -0.013
Si 1.358 12.251 13.783 -0.011 0.013 -0.007
Si 4.087 14.971 13.785 0.016 -0.025 -0.004
Si 6.807 17.692 13.793 -0.02 0.014 0.003
Si 9.529 4.075 13.804 0.013 -0.011 0
Si 6.808 6.789 13.791 0.012 0.005 -0.01
Si 9.535 9.529 13.788 -0.023 0.006 -0.002
Si 6.821 12.259 13.797 -0.013 -0.027 -0.002
Si 9.528 14.988 13.797 -0.025 -0.007 0.003
Si 12.231 17.682 13.814 0.007 0.003 0.011
Si 14.938 4.073 13.799 -0.007 0.032 -0.001
Si 12.236 6.792 13.794 -0.005 0.034 0
Si 14.961 9.525 13.777 0.018 -0.018 0
Si 12.253 12.254 13.776 0.022 -0.035 -0.009
Si 14.953 14.978 13.794 -0.018 0.016 0.002
Si 16.304 16.336 15.18 0.01 -0.015 -0.002
Si 2.714 19.034 15.16 0.005 0.015 -0.004
Si 16.305 5.432 15.158 0.006 0.009 -0.014
Si 2.724 8.149 15.141 -0.018 0.009 0.01
Si 16.315 10.889 15.15 -0.004 -0.013 0.005
Si 2.717 13.619 15.149 0.023 -0.011 -0.004
Si 5.449 16.33 15.161 -0.013 -0.008 -0.021
Si 8.17 19.037 15.181 -0.012 -0.001 -0.01
Si 5.448 5.423 15.164 -0.033 0.008 0.006
Si 8.182 8.151 15.149 -0.006 0.012 -0.003
Si 5.462 10.882 15.151 0.004 0.014 0.015
Si 8.174 13.637 15.173 0.024 0.003 0.004
Si 10.868 16.338 15.205 0.01 -0.004 -0.011
Si 13.582 19.042 15.197 0.01 -0.014 -0.006
Si 10.896 5.422 15.185 -0.012 0.008 0
Si 13.597 8.167 15.147 -0.005 -0.01 -0.015
Si 10.908 10.894 15.152 0.004 0.037 -0.013
Si 13.589 13.621 15.162 0.007 -0.019 -0.009
O 12.885 9.854 23.48 -0.101 0.073 -0.492
O 10.922 8.337 22.571 -0.004 -0.227 -0.266
O 13.69 9.062 31.304 0.187 -0.048 0.535
O 15.261 8.541 33.386 -0.231 0.158 0.194
O 0.298 18.913 33.809 -0.341 0.243 0.47
O 9.478 11.452 25.863 0.245 0.107 -0.544
O 2.97 11.477 25.289 0.052 -0.035 -0.502
O 2.95 15.733 25.691 0.05 0.45 -0.72
O 7.542 12.039 32.881 0.122 0.042 0.463
O 8.989 21.36 25.338 -0.009 0.019 -0.428
O 13.754 10.757 33.831 0.185 -0.001 0.359
O 8.143 10.85 22.507 -0.142 -0.076 -0.426
O 2.097 15.051 23.269 -0.162 -0.153 -0.273
O 1.4 23.458 32.773 -0.108 0.063 0.747
O 10.68 13.781 25.572 0.082 -0.081 0.104
O 4.466 20.234 32.774 -0.336 -0.14 0.725
O 0.451 6.939 27.995 -0.178 -0.099 -0.122
O 9.89 9.51 27.589 0.09 0.091 -0.019
O 14.339 6.83 23.392 -0.157 0.128 -0.542
O 10.905 19.015 22.542 -0.045 -0.115 -0.524
O 10.813 13.225 30.687 0.056 -0.089 0.621
O 1.456 10.795 29.993 -0.335 0.2 0.129
O 5.251 19.004 22.685 -0.029 0.098 -0.312
O 4.499 7.364 22.96 -0.137 -0.01 -0.267
O 5.377 13.484 22.542 0.222 0.029 -0.7
O 13.556 16.364 22.464 0.01 -0.137 -0.199
O 1.983 13.441 26.73 -0.006 -0.026 -0.311
O 9.446 9.773 32.999 -0.091 -0.047 0.495
O 14.728 20.509 33.042 -0.189 0.104 0.484
O 8.474 16.127 33.787 -0.109 0.087 0.701
O 14.812 18.198 28.484 -0.147 0.058 0.145
O 7.16 7.432 30.167 -0.327 0.147 0.084
O 9.272 20.477 32.782 0.12 -0.045 0.697
O 12.199 12.648 32.901 -0.05 -0.128 0.25
O 15.158 18.035 23.52 0.13 0.209 -0.387
O 5.536 8.24 34.098 0.095 -0.086 0.161
O 12.732 20.537 23.454 -0.062 -0.011 -0.449
O 1.736 15.619 28.125 -0.066 0.03 -0.024
O 8.062 18.917 25.637 -0.151 -0.186 -0.217
O 8.149 17.913 28.554 0.021 -0.119 0.147
O 4.889 7.995 31.331 -0.252 -0.175 0.063
O 2.801 17.918 28.76 -0.129 -0.098 -0.045
O 3.463 17.287 23.543 -0.136 -0.05 -0.377
O 1.785 20.922 26.063 -0.434 -0.025 -0.328
O 10.626 11.922 28.314 -0.079 0.174 0.171
O 15.474 19.197 30.813 0.052 -0.02 0.271
O 6.495 9.075 23.27 0.184 -0.14 -0.037
O 6.729 17.86 33.124 0.068 -0.212 0.322
O 4.288 9.293 24.717 0.195 0.137 0.131
O 9.475 7.609 25.824 0.115 0.058 -0.31
O 8.941 17.571 23.446 0.18 0.115 -0.529
O 3.789 15.195 32.916 -0.06 -0.243 0.362
O 1.45 12.071 32.38 0.342 -0.05 0.732
O 0.219 21.516 31.363 0.124 -0.144 0.106
O 11.262 6.117 24.548 0.273 0.28 0.019
O 6.909 22.97 32.698 0.053 -0.021 0.64
O 4.472 17.497 31.806 -0.15 0.072 0.22
O 14.761 11.737 23.342 0.003 -0.108 -0.09
O 5.66 13.603 33.705 -0.188 -0.033 0.524
O 11.132 8.049 33.804 0.062 0.21 0.443
O 14.307 16.799 30.738 -0.482 -0.485 0.349
O 12.175 23.138 30.052 -0.339 -0.019 0.28
O 1.347 19.947 23.499 -0.003 -0.171 -0.544
O 8.033 11.369 28.094 0.061 0.098 -0.156
O 16.392 8.215 22.563 -0.257 -0.034 -0.29
O 3.927 11.301 22.918 0.244 -0.088 -0.028
O 9.005 6.713 23.326 -0.099 0.022 -0.355
O 12.766 22.712 32.722 0.022 0.112 0.587
O 2.733 5.538 22.479 0.177 0.078 -0.462
O 6.476 15.964 28.111 -0.037 0.021 -0.109
O 8.754 10.859 30.809 0 -0.153 0.136
O 10.657 18.786 28.038 0.089 -0.042 0.11
O 13.904 13.825 29.032 0.173 -0.052 -0.038
O 6.572 21.097 26.265 0.021 -0.057 -0.147
O 13.957 21.377 30.719 -0.105 -0.207 0.18
O 11.535 7.38 27.508 0.044 -0.01 -0.119
O 16.121 21.715 24.571 0.008 -0.167 -0.36
O 12.885 18.259 26.638 0.162 0.144 -0.497
O 16.372 13.593 22.595 -0.165 -0.266 -0.604
O 9.82 12.587 23.407 0.099 -0.147 -0.515
O 2.839 21.725 33.978 -0.061 -0.208 0.189
O 8.214 16.266 25.563 0.072 -0.126 0.09
O 11.088 18.872 33.765 -0.02 -0.064 0.492
O 3.793 20.019 27.507 0.205 -0.051 -0.207
O 9.049 7.146 28.396 0.009 -0.231 0.13
O 9.407 19.52 30.249 0.147 0.061 0.29
O 12.539 14.993 31.616 -0.048 0.045 -0.159
O 11.387 14.467 28.42 -0.096 -0.144 -0.033
O 11.332 10.274 31.126 -0.131 0.076 0.428
O 15.626 9.295 27.714 0.001 -0.005 0.225
O 6.27 21.2 23.636 -0.077 -0.078 -0.664
O 15.909 10.379 31.731 -0.221 -0.027 0.499
O 12.894 17.277 32.928 -0.104 0.175 0.394
O 15.898 12.599 30.337 0.16 -0.084 0.265
O 6.009 7.16 25.073 -0.006 0.391 -0.159
O 15.247 7.49 25.867 0.039 -0.138 -0.498
O 1.974 23.039 30.159 -0.088 -0.11 0.448
O 14.487 10.459 25.617 -0.127 -0.07 -0.648
O 5.92 14.944 25.748 0.142 -0.144 -0.257
O 4.153 14.675 27.736 -0.008 0.269 -0.053
O 10.282 14.456 32.974 0.016 0.145 0.177
O 2.056 17.212 32.911 -0.156 -0.119 0.422
O 3.939 9.944 32.829 -0.242 0.072 0.749
O 0.646 11.164 26.397 0.085 -0.149 -0.278
O 13.472 11.464 30.12 -0.144 -0.155 0.326
O 13.142 14.099 26.395 0.092 0.019 -0.584
O 15.083 16.962 26.074 0.347 -0.114 -0.247
O 6.87 12.523 30.274 0.122 -0.201 0.446
O 13.389 16.115 28.007 0.156 0.063 -0.095
O 10.452 17.741 25.636 -0.12 -0.123 -0.324
O 16.361 13.602 33.801 -0.12 -0.11 0.375
O 13.627 21.763 25.574 0.062 -0.081 0.096
O 3.004 22.574 27.724 0.113 0.133 0.004
O 16.212 19.245 25.599 -0.064 -0.125 -0.183
O 12.42 14.525 23.745 -0.016 0.103 -0.641
O 5.411 21.86 30.795 0.108 0.214 0.191
O 9.111 22.077 30.672 -0.134 -0.036 0.093
O 12.57 9.241 28.981 0.038 0.009 0.264
O 0.47 17.138 29.854 -0.037 0.107 0.357
O 3.994 10.177 30.106 0.245 -0.182 0.603
O 15.988 7.794 30.923 -0.249 0.18 -0.143
O 7.08 15.299 23.357 0.239 -0.069 -0.396
O 6.234 10.245 31.482 -0.083 -0.239 0.395
O 5.453 18.328 28.611 -0.03 -0.123 -0.087
O 0.987 17.027 24.609 0.069 -0.029 -0.095
O 6.231 19.382 31.099 0.005 0.003 0.006
O 8.572 20.395 27.812 -0.041 0.324 -0.059
O 8.848 13.767 28.947 -0.084 0.125 -0.134
O 1.916 9.756 23.47 -0.104 0.116 -0.484
O 2.394 8.733 28.503 -0.172 0.24 -0.03
O 8.09 13.619 25.182 -0.079 -0.186 -0.228
O 6.4 13.375 27.848 -0.013 -0.189 -0.145
O 2.683 15.973 30.62 0.26 -0.067 0.598
O 2.92 11.236 27.897 0.127 0.175 0.023
O 3.831 19.897 30.149 -0.029 0.078 0.24
O 14.949 11.788 27.919 -0.087 -0.216 -0.251
O 11.415 20.928 31.281 0.105 -0.16 0.195
O 11.468 20.222 25.894 -0.137 0.277 -0.179
O 12.565 12.09 24.805 -0.253 -0.247 0.054
O 14.781 15.433 32.975 0.333 -0.184 0.223
O 14.11 7.165 28.251 -0.107 -0.032 -0.1
O 6.728 16.894 30.547 -0.265 0.045 0.493
O 4.194 21.648 25.46 0.154 0.015 -0.473
O 9.625 8.342 30.698 -0.038 0.204 0.444

Results
total energy: -101659.105 eV
total energy less fixed offsets of O -438.35, Si -107.03 eV per atom: -5.905 eV
